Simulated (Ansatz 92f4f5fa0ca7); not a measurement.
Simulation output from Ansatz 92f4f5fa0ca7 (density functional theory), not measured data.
Periodic cell of 221 atoms, Si131O86As1H3, from a study of silicon, its oxide and their interface. The atomic structure is a simulated model.
Doubt: the cutoff is far below the 930 eV that the study's wrapper takes by default for these files, so forces and energies are approximate.

Settings
functional: PBE
potential files: Ansatz PAW
basis: plane waves
wave-function cutoff: 580 eV
density cutoff ratio: 5
exchange-correlation grid ratio: 1
k mesh: 1 x 1 x 1, Gamma-centred
self-consistency stop: 5e-08 eV per atom in the density residual
occupations: fixed
spin: none
net charge: 0

Cell vectors (angstrom)
a 10.938 0 0
b 0 10.938 0
c 0 0 32.1424

Atoms: element, x, y, z (angstrom)
Si 10.7498 0.2413 24.6579
Si 5.7485 10.5156 24.643
Si 2.6069 3.0638 24.5619
Si 8.5399 2.4808 24.701
Si 0.2999 5.2181 24.7639
Si 5.3381 5.7028 24.628
Si 3.0662 7.8914 24.6908
Si 8.1185 8.4228 24.7557
Si 1.4767 1.3841 25.8743
Si 6.8567 1.3117 25.8842
Si 4.1655 4.1397 25.9645
Si 9.6643 4.0376 26.0591
Si 1.4626 6.8044 26.0384
Si 6.9143 6.8175 25.9975
Si 4.1775 9.4702 26.0374
Si 9.6472 9.621 26.0526
Si 2.7819 -0.02 27.2909
Si 8.2109 0.0099 27.3763
Si 0.1159 2.6788 27.3782
Si 5.5107 2.701 27.2769
Si 2.8012 5.4424 27.4158
Si 8.2533 5.4231 27.3548
Si 0.0631 8.1943 27.3571
Si 5.5389 8.1455 27.4237
Si 4.1289 1.36 28.6695
Si 9.6082 1.3625 28.7278
Si 1.4167 4.0773 28.7588
Si 6.8511 4.0618 28.6954
Si 4.1464 6.8112 28.7847
Si 9.6027 6.8273 28.7116
Si 1.4119 9.5838 28.7088
Si 6.8683 9.5696 28.7556
Si 0.0104 -0.0132 30.0894
Si 5.4729 -0.0017 30.0839
Si 2.7626 2.7155 30.0934
Si 8.2235 2.7268 30.0859
Si 0.0195 5.4538 30.0896
Si 5.4946 5.4359 30.1033
Si 2.7523 8.2025 30.0945
Si 8.2232 8.1971 30.0941
Si 1.3673 1.3673 31.4587
Si 6.8362 1.3673 31.4587
Si 4.1018 4.1018 31.4587
Si 9.5708 4.1018 31.4587
Si 1.3673 6.8362 31.4587
Si 6.8362 6.8362 31.4587
Si 4.1018 9.5708 31.4587
Si 9.5708 9.5708 31.4587
Si 2.7345 0 0.6835
Si 8.2035 0 0.6835
Si 0 2.7345 0.6835
Si 5.469 2.7345 0.6835
Si 2.7345 5.469 0.6835
Si 8.2035 5.469 0.6835
Si 0 8.2035 0.6835
Si 5.469 8.2035 0.6835
Si 4.0918 1.384 2.0451
Si 9.5461 1.375 2.0648
Si 1.3477 4.1161 2.0648
Si 6.7814 4.1365 2.0138
Si 4.0865 6.85 2.0731
Si 9.5416 6.8757 2.0486
Si 1.3302 9.5886 2.0337
Si 6.8263 9.5726 2.0727
Si -0.056 -0.0428 3.4425
Si 5.4346 0.0143 3.4034
Si 2.7191 2.7433 3.4335
Si 8.0778 2.7471 3.3307
Si -0.0499 5.5181 3.3887
Si 5.4732 5.4965 3.457
Si 2.6709 8.2457 3.3929
Si 8.18 8.2139 3.4922
Si 1.2991 1.366 4.7633
Si 6.8023 1.37 4.7732
Si 4.0946 4.1237 4.7971
Si 9.3863 4.1815 4.6502
Si 1.3222 6.895 4.7806
Si 6.7832 6.8815 4.8783
Si 4.0099 9.6216 4.757
Si 9.5281 9.567 4.9032
Si 2.6478 0.0097 6.1781
Si 8.1477 0.0351 6.2304
Si -0.2084 2.7654 5.8845
Si 5.4152 2.7034 6.1634
Si 2.7211 5.5425 6.0927
Si 8.1428 5.4816 6.2527
Si -0.0316 8.1736 6.281
Si 5.3661 8.3174 6.1517
Si 4.2359 1.1937 7.5624
Si 9.3243 1.6846 7.4647
Si 1.0463 4.2686 7.0713
Si 6.9904 3.8203 7.5071
Si 3.8115 7.1382 7.4619
Si 9.8266 6.4582 7.66
As 1.4537 9.4633 7.7651
Si 6.4784 9.894 7.5174
O 2.7027 8.1106 8.2138
O 8.1742 2.7594 7.9994
O 4.2022 6.8007 24.1267
O 9.6225 1.3605 24.1436
O 5.3616 0.0777 8.0458
O 0.0694 5.3199 7.8892
O 1.3958 4.1229 24.1925
O 6.9694 9.4843 24.2403
H 7.046 9.2564 8.7453
O 4.664 6.4355 8.6777
O 9.3402 6.7449 9.2276
O 3.6832 1.885 8.986
O 1.6161 3.0848 8.0478
O 6.2483 4.341 8.8921
O 10.1536 1.1211 8.7881
H 0.3557 10.5199 23.4296
H 2.4368 8.5129 23.4849
O 10.6272 5.8971 23.4068
O 6.004 5.037 23.2631
O 4.9821 10.7674 23.2095
O 7.9792 3.2595 23.3717
O 8.8364 7.869 23.3869
O 3.3176 2.7093 23.1111
Si 6.5966 1.5034 15.4332
Si 4.957 10.7804 21.5818
Si 7.7447 7.5931 16.0343
Si 6.0038 1.5122 12.2362
Si 0.808 0.0312 17.2889
Si 1.1811 1.5365 14.507
Si 6.5074 5.2669 17.874
Si 10.7246 1.3201 10.3095
Si 7.2993 4.4243 22.4734
Si 3.0926 8.8044 17.1626
Si 4.0537 5.4522 19.8416
Si 5.3217 4.7711 15.1501
Si 0.1529 10.0972 12.4726
Si 1.9552 2.0357 19.1716
Si 9.502 6.6621 22.5296
Si 8.511 3.222 11.6045
Si 0.214 7.5657 19.9419
Si 3.2278 5.1571 11.302
Si 9.3244 9.4403 18.0328
Si 4.9161 1.7135 18.012
Si 6.988 3.1153 19.5952
Si 0.3339 4.5208 15.4026
Si 2.7447 6.6035 14.9775
Si 5.6647 5.655 9.6721
Si 8.508 8.1534 13.0059
Si 2.7454 8.0999 12.2741
Si 3.5687 2.6358 21.5011
Si 8.4407 6.2506 10.514
Si 6.9865 0.1577 19.4872
Si 8.2679 3.9279 14.6985
Si 3.6642 2.9682 13.2826
Si 3.2439 8.3331 20.2391
Si 5.5986 9.7022 15.5756
Si 5.5592 9.509 12.5191
Si 2.3651 2.7562 9.4341
Si 1.325 4.9331 18.4636
O 1.4753 9.1561 12.0939
O 8.5209 4.6374 10.7885
O 4.2156 9.7541 16.4414
O 4.2562 5.9604 14.7962
O 4.5706 2.291 12.1017
O 6.4358 10.4972 20.9137
O 7.1516 2.3183 11.3893
O 2.6662 7.7703 13.8599
O 5.4981 2.9019 18.9566
O 2.2569 1.9846 20.7709
O 4.615 3.4601 14.5052
O 8.8015 8.4968 16.837
O 8.8898 7.028 11.876
O 1.2448 0.9425 16.017
O 6.371 1.4895 13.8235
O 4.8418 5.2661 11.0322
O 9.6134 4.7183 15.2822
O 0.4645 0.3819 13.5599
O 0.4873 6.1265 19.1988
O 1.6072 8.3064 20.3996
O 3.7847 6.8412 20.7023
O 7.61 4.2248 18.5483
O 2.6303 4.229 10.0935
O 6.2723 8.2653 15.8778
O 6.7726 10.8455 15.8315
O 5.0946 9.8382 14.0408
O 2.934 4.2927 12.6607
O 2.5789 6.6694 11.4376
O 7.4502 6.3267 17.0457
O 2.6449 1.8325 13.8458
O 7.8434 2.5872 15.6128
O 9.8123 2.3963 11.1073
O 5.4679 4.6572 16.7634
O 5.5194 5.73 19.1187
O 7.0261 8.7524 12.5738
O 3.3031 1.8468 18.2203
O 5.8234 10.9125 11.704
O 1.6865 9.6074 17.2378
O 0.5191 3.0369 14.7038
O 5.6363 0.3279 18.5456
O 8.68 3.4929 13.1941
O 2.9233 5.2845 18.6492
O 7.7107 1.6423 19.627
O 6.8942 6.6207 10.1292
O 10.2188 7.2927 21.2343
O 5.3534 1.8957 16.4449
O 0.7402 4.7229 16.9626
O 1.0124 0.8056 18.7113
O 1.4257 5.611 14.7524
O 3.9257 4.1344 20.8669
O 8.0705 10.0559 18.8782
O 9.7768 9.2305 13.004
O 10.3109 8.5803 18.993
O 10.1601 10.6169 17.2708
O 1.3442 1.8496 10.3378
O 4.664 1.4299 21.2286
O 10.6605 -0.1223 11.0653
O 3.6358 8.5057 18.6642
O 2.7531 7.3813 16.4195
O 8.344 5.6076 22.0936
O 8.3686 7.461 14.503
O 6.8499 3.723 21.0854
O 4.2454 8.7157 11.8856
O 6.8874 4.867 14.5854
O 3.893 9.6095 21.0707
O 1.13 3.4331 19.0558

Results
free energy: -137091.922 eV
free energy less fixed offsets of As -4856.12, H -15.97, O -568.88, Si -635.61 eV per atom: 0.698 eV

Forces (eV/angstrom), in the order of the atoms: element, x, y, z
Si 0.0015 -0.0048 -0.0164
Si 0.0044 0.0079 -0.0271
Si 0.0023 -0.0109 -0.0341
Si 0.0034 0.0163 -0.0169
Si -0.01 0.0022 -0.0094
Si 0.0156 0.0042 -0.0167
Si -0.0103 0.0051 -0.0142
Si 0.002 -0.0072 -0.0147
Si 0.0003 -0.0024 0.0066
Si 0.0021 -0.014 -0.0045
Si -0.0069 -0.0011 0.0143
Si -0.0053 -0.0092 0.0033
Si 0.0093 -0.0096 0.0023
Si -0.0067 -0.0015 0.0166
Si 0.0059 -0.0267 0.0082
Si 0.0084 -0.0065 0.0071
Si 0.0023 0.0132 -0.0602
Si -0.0017 0.0052 0.0433
Si 0.0156 0.0342 0.0413
Si -0.0075 -0.0017 -0.0703
Si 0.0039 0.0191 0.0623
Si -0.0022 0.0051 -0.0196
Si 0.017 0.0285 -0.0139
Si 0.0122 0.0067 0.0619
Si -0.0198 0.012 0.1054
Si -0.026 0.0134 -0.029
Si -0.0566 0.047 -0.0949
Si 0.016 0.0818 0.0524
Si -0.0487 0.0501 -0.1225
Si -0.0314 0.0109 0.0313
Si -0.0587 -0.0254 0.0263
Si -0.0239 0.0032 -0.0794
Si 0.0533 -0.0254 0.0063
Si -0.0279 0.0315 -0.0008
Si 0.0718 -0.0878 0.0019
Si -0.0115 -0.0362 -0.0033
Si 0.0015 0.0002 -0.0011
Si 0.0953 -0.0671 0.0079
Si -0.0156 -0.025 0.0119
Si 0.0548 -0.0808 0.0148
Si 0.0894 -0.0678 -0.063
Si 0.0659 -0.0028 -0.061
Si 0.0862 -0.2083 0.0463
Si 0.0228 0.0297 -0.0003
Si 0.0273 0.0069 -0.0216
Si 0.13 -0.1108 -0.0393
Si 0.0553 0.051 0.0379
Si 0.1338 -0.0671 0.0138
Si -0.1069 0.1112 0.0247
Si -0.0642 -0.0524 0.0921
Si -0.0402 -0.0312 0.1374
Si -0.2987 0.1272 -0.2224
Si 0.0187 0.0105 0.1352
Si -0.0254 0.1779 -0.011
Si -0.1748 0.0761 -0.1363
Si -0.0147 -0.0198 0.1473
Si -0.0436 0.0266 0.0208
Si -0.0094 -0.0071 -0.0549
Si -0.0355 0.0334 -0.0358
Si -0.0549 0.1217 -0.0193
Si -0.0318 0.0337 -0.0124
Si -0.0786 0.0259 0.0279
Si -0.0256 0.0516 -0.0248
Si 0.0444 0.0217 -0.0287
Si 0.0379 0.1201 0.0014
Si -0.0335 -0.1104 0.0817
Si -0.0035 -0.021 -0.0177
Si 0.2718 -0.0458 0.2256
Si 0.0898 -0.0864 0.1527
Si -0.1042 -0.0069 -0.0967
Si 0.1268 -0.1257 0.0331
Si -0.0243 -0.033 -0.1027
Si -0.0146 -0.0854 -0.0449
Si -0.0391 -0.0414 -0.0297
Si -0.0257 -0.0149 0.0499
Si -0.0536 0.028 -0.0979
Si -0.245 -0.1152 -0.1987
Si 0.0472 0.0389 0.1162
Si 0.1125 0.1982 -0.1895
Si 0.0689 -0.0361 0.0561
Si 0.163 -0.1038 0.3259
Si -0.0598 0.0895 -0.0008
Si -0.1339 0.0074 -0.0544
Si 0.0395 0.0238 -0.01
Si 0.1241 -0.0124 -0.0289
Si 0.0423 -0.0534 -0.056
Si 0.1375 -0.0415 0.2055
Si 0.0125 -0.0472 -0.0412
Si -0.1045 -0.0812 0.0636
Si 0.0777 -0.0197 0.0519
Si -0.0076 0.0162 0.0537
Si 0.0111 0.0239 0.0088
Si -0.027 0.0537 0.1054
Si 0.0626 0.0159 0.071
As 0.1559 -0.3253 0.1418
Si -0.0127 -0.0197 0.0168
O -0.2385 0.4206 -0.3981
O 0.0078 -0.0177 0.031
O 0.0106 -0.0122 0.0044
O -0.0017 -0.0064 0.0083
O -0.0009 0.0045 0.0031
O -0.0516 0.0188 0.0167
O 0.0193 -0.0178 0.0077
O 0.0064 -0.0034 0.0041
H 0.016 0.0076 -0.0242
O -0.1666 0.1304 -0.066
O 0.0031 0.0175 -0.012
O 0.0326 -0.013 -0.0277
O -0.0524 0.0421 -0.0892
O -0.0356 0.0362 -0.021
O -0.0564 0.0103 -0.1635
H 0.0037 -0.0016 0.0057
H -0.0001 -0.0003 0.0073
O 0.0109 -0.0016 0.0135
O 0.0009 0.0021 0.0098
O 0.0091 -0.0064 0.0271
O 0.0063 -0.0117 0.0093
O -0.0008 0.0004 0.0074
O -0.0066 0.006 0.0237
Si 0.0082 -0.0043 -0.0044
Si 0.0044 -0.0032 -0.0176
Si 0.001 0.0049 -0.0099
Si 0.0048 0.0046 0.0007
Si 0.0032 -0.0032 -0.0158
Si -0.0238 -0.0297 -0.025
Si 0.0009 0.0042 -0.0109
Si 0.0364 -0.054 0.0973
Si -0.0006 -0.002 -0.0168
Si -0.0057 -0.0027 -0.0188
Si 0.0009 0.0029 -0.0109
Si -0.0027 0.0106 -0.0059
Si 0.0075 0.0105 -0.0787
Si -0.0038 -0.0025 -0.0126
Si 0.0063 0.0017 -0.0182
Si 0.0495 -0.0152 -0.0031
Si 0.0049 0.0011 -0.018
Si -0.0208 -0.0092 -0.0342
Si 0.0049 0.0003 -0.0104
Si 0.0031 -0.0018 -0.0117
Si 0.0023 -0.0047 -0.015
Si 0.0037 0.0006 -0.0106
Si -0.0059 0.0242 -0.0221
Si -0.0162 -0.0161 0.0379
Si 0.0343 0.0207 -0.0045
Si -0.0461 0.0495 0.0181
Si 0.0024 0.0015 -0.0221
Si 0.0086 -0.0127 0.0138
Si 0.0065 -0.003 -0.0125
Si 0.0064 -0.005 -0.0034
Si -0.0041 0.0029 -0.0069
Si 0.0002 -0.0039 -0.0151
Si -0.0026 0.0004 -0.0061
Si 0.0016 -0.0114 0.0091
Si -0.0339 -0.0338 0.0603
Si 0 0.0001 -0.0108
O 0.0216 -0.0121 0.0049
O -0.0124 0.0042 -0.0039
O 0.0019 0.0008 0.0034
O 0.0141 -0.0115 0.0067
O 0.0012 0.0033 0.0009
O -0.0031 -0.0013 0.0088
O -0.0185 -0.0056 0.0005
O 0.013 -0.0144 -0.0024
O 0.0022 0.001 0.0034
O 0.0033 0.0006 0.0091
O -0.0001 -0.0017 -0.0009
O 0.0024 0.0003 0.0026
O -0.0067 0.0014 -0.0089
O 0.0014 0.0018 0.0141
O 0.0015 0.0008 0
O 0.0087 -0.0005 -0.001
O 0.0001 0.0009 0.0026
O 0.0179 0.0308 0.0379
O 0.0009 0.0017 0.003
O 0.0042 0.0004 0.004
O 0.0018 -0.0002 0.0028
O 0.0024 -0.0037 0.0037
O 0.0092 0.0316 0.0145
O 0.0035 -0.0045 0.0041
O 0.0018 -0.0014 0.0006
O 0.0025 0.0042 0.0044
O 0.0038 -0.0145 0.0155
O -0.0025 -0.0159 -0.0195
O -0.001 -0.0069 0.0043
O 0.0088 0.0053 -0.0026
O -0.0012 -0.0002 0.0011
O -0.0445 0.032 -0.0001
O 0.0035 -0.0021 0.0055
O 0.0004 -0.0017 0.003
O 0.0006 0.0023 -0.0025
O 0.0008 0.0015 0.0028
O 0.0038 0.0099 -0.008
O 0.0025 -0.0007 0.0051
O 0.0017 0.001 0.0035
O 0.0013 0.0001 0.0031
O -0.0025 -0.0011 -0.0013
O 0.0039 -0.0013 0.0033
O 0.0008 0.0023 0.002
O -0.0174 -0.0083 -0.01
O -0.0047 -0.0049 0.018
O -0.0046 0.0013 0.0092
O 0.0026 -0.0002 0.007
O 0.0052 0.0057 0.0108
O -0.0008 -0.0087 0.0049
O 0.0022 -0.0058 0.008
O -0.0063 0.0041 0.006
O -0.0376 -0.0292 0.0087
O 0.0027 -0.004 0.0076
O -0.0008 -0.0015 0.0033
O 0.0354 0.0059 -0.0269
O 0.0007 -0.001 0.0047
O 0.0032 -0.0011 -0.0062
O 0.0039 -0.0013 0.0134
O 0.0045 0.0011 0.0108
O 0.0039 -0.0026 0.0052
O -0.0073 -0.0053 0.009
O 0.0047 0.005 0.015
O 0.0122 0.0063 -0.0244
O -0.0046 0.0006 0.0008
O 0.0054 0.0054 0.0084
O 0.0019 -0.003 0.0036

The program warned: the cutoff lies below the one the program advises for these potential files; the exchange-correlation potential is rough where the density is thin.
